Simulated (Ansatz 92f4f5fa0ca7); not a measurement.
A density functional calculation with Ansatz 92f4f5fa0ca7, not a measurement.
Periodic cell of 255 atoms, Si165O90, from a study of silicon, its oxide and their interface. The atomic structure is a simulated model.
Doubt: the cutoff is far below the 930 eV that the study's wrapper takes by default for these files, so forces and energies are approximate.

Settings: functional PBE; potential files Ansatz PAW; basis plane waves; wave-function cutoff 580 eV; density cutoff ratio 5; exchange-correlation grid ratio 1; k mesh 1 x 1 x 1, Gamma-centred; self-consistency stop 5e-08 eV per atom in the density residual; occupations fixed; spin none; net charge 0.

Cell vectors (angstrom)
a 10.938 0 0
b 0 10.938 0
c 0 0 37.8714

Atoms and the computed forces on them: element, x, y, z (angstrom), force x, y, z (eV/angstrom)
Si 0 0 0.683 -0.0347 -0.0149 -0.0122
Si 5.469 0 0.683 -0.0164 -0.0187 -0.0123
Si 2.7345 2.7345 0.683 -0.0174 -0.0224 -0.0037
Si 8.2035 2.7345 0.683 0.0174 -0.0486 -0.0144
Si 0 5.469 0.683 0.0218 -0.0567 -0.0068
Si 5.469 5.469 0.683 -0.0109 -0.0143 -0.0061
Si 2.7345 8.2035 0.683 -0.0187 -0.0345 -0.0155
Si 8.2035 8.2035 0.683 -0.0196 -0.0308 0.0061
Si 1.3673 1.3673 2.0503 0.0309 0.0086 0.0363
Si 6.8362 1.3673 2.0503 0.0452 0.0079 -0.1693
Si 4.1018 4.1018 2.0503 0.0464 0.0251 -0.0069
Si 9.5708 4.1018 2.0503 0.0226 0.0036 -0.1217
Si 1.3673 6.8362 2.0503 0.0939 0.0376 -0.1814
Si 6.8362 6.8362 2.0503 0.0589 -0.0176 0.0392
Si 4.1018 9.5708 2.0503 0.0595 0.0142 -0.1117
Si 9.5708 9.5708 2.0503 0.0885 0.0424 -0.0089
Si 2.7345 0 35.8199 -0.0942 -0.0055 -0.0771
Si 8.2035 0 35.8199 -0.0265 -0.0237 0.1175
Si 0 2.7345 35.8199 -0.0381 -0.0863 0.067
Si 5.469 2.7345 35.8199 -0.061 0.0178 -0.0342
Si 2.7345 5.469 35.8199 0.0054 -0.0169 0.1156
Si 8.2035 5.469 35.8199 -0.0934 -0.0113 -0.0694
Si 0 8.2035 35.8199 -0.0731 0.0222 -0.0302
Si 5.469 8.2035 35.8199 -0.086 -0.0538 0.0579
Si 4.1018 1.3673 37.1872 0.0218 0.0082 -0.0062
Si 9.5708 1.3673 37.1872 0.0091 0.0329 0.0064
Si 1.3673 4.1018 37.1872 0.0022 0.0249 -0.0076
Si 6.8362 4.1018 37.1872 0.0016 0.0331 0.0086
Si 4.1018 6.8362 37.1872 0.0025 0.0384 0.0142
Si 9.5708 6.8362 37.1872 -0.0035 0.0468 -0.0008
Si 1.3673 9.5708 37.1872 0.0216 0.0356 0.0048
Si 6.8362 9.5708 37.1872 0.0281 0.0185 -0.0022
Si 0.0875 -0.2514 27.6882 -0.0956 -0.0872 -0.1167
Si 5.2709 0.1019 27.5383 -0.1758 0.1822 -0.2523
Si 2.9956 2.3159 27.5969 -0.0053 0.0337 -0.3697
Si 7.8164 3.1444 27.6666 -0.0273 -0.1017 -0.3097
Si -0.4369 5.7662 27.4637 0.1374 -0.009 -0.3736
Si 5.6212 5.3567 27.7597 -0.0504 -0.0117 -0.3357
Si 2.3224 8.5347 27.7455 -0.1485 0.1051 -0.3515
Si 8.259 7.904 27.775 -0.0856 0.0145 -0.1973
Si 1.3244 1.3226 28.9502 0.0423 -0.0265 -0.1035
Si 6.7814 1.3655 28.8924 0.0149 0.0836 -0.1135
Si 4.0188 4.0509 28.9238 0.0178 -0.0521 -0.1999
Si 9.4914 4.1758 28.9485 0.0254 0.0169 -0.1357
Si 1.1982 6.8351 28.9194 -0.0887 -0.0588 -0.1919
Si 6.8036 6.7678 29.1956 0.0327 0.0398 -0.1885
Si 4.0409 9.5854 28.9767 -0.0017 0.0466 -0.06
Si 9.4874 9.5155 29.0368 0.0301 -0.0703 -0.2568
Si 2.6889 0.0084 30.3786 0.092 -0.0423 0.1198
Si 8.1456 0.0215 30.3066 -0.0315 0.0635 0.015
Si -0.0409 2.7581 30.2603 -0.0272 -0.0147 -0.0466
Si 5.415 2.7122 30.3391 -0.0117 -0.019 -0.0145
Si 2.6285 5.4458 30.2522 0.0359 0.0852 -0.04
Si 8.2014 5.4279 30.4711 -0.0175 0.0044 0.274
Si -0.0847 8.1623 30.4089 -0.0296 -0.0402 0.0766
Si 5.3926 8.2101 30.3652 -0.0737 0.0641 0.0744
Si 4.0631 1.3651 31.7472 -0.0463 0.0628 -0.0995
Si 9.5434 1.3812 31.6597 -0.019 -0.0377 0.0632
Si 1.3149 4.093 31.6759 -0.0171 0.0527 0.0336
Si 6.788 4.0546 31.7557 0.0649 -0.0656 -0.0654
Si 4.0145 6.8046 31.67 0.0462 -0.0071 0.0505
Si 9.532 6.8202 31.8196 0.0182 0.0347 -0.0894
Si 1.3288 9.5505 31.7325 0.024 -0.0349 -0.0613
Si 6.7861 9.5914 31.7015 -0.0167 0.0147 0.0214
Si -0.0366 0.0106 33.0671 0.0317 -0.0099 -0.0561
Si 5.4418 0.0001 33.0998 -0.0289 0.0072 -0.0395
Si 2.6911 2.7487 33.0779 0.0526 -0.04 -0.0388
Si 8.1896 2.7071 33.0927 -0.0529 0.0173 -0.0425
Si -0.0077 5.4457 33.1122 -0.0343 0.0114 -0.0226
Si 5.4163 5.4663 33.0691 0.0042 -0.0219 -0.0388
Si 2.7078 8.183 33.0867 -0.0668 0.0147 -0.0469
Si 8.1506 8.2267 33.1004 0.0201 -0.0353 0.0038
Si 1.3479 1.361 34.445 0.0017 0.0003 -0.0108
Si 6.8252 1.3512 34.461 0.0344 -0.0121 -0.0012
Si 4.0787 4.0935 34.4517 -0.0065 0.0204 -0.0219
Si 9.5562 4.0807 34.459 0.0038 0.0127 -0.0013
Si 1.3575 6.8216 34.4636 0.021 -0.0061 -0.0033
Si 6.8052 6.824 34.4483 0.0012 0.0316 -0.0322
Si 4.0853 9.553 34.4515 0.0198 -0.0003 -0.0032
Si 9.5549 9.5728 34.4521 -0.0174 0.0088 -0.0336
Si 2.7525 0.0031 3.4119 -0.0122 0.0047 0.0294
Si 8.2089 0.0111 3.4079 -0.0197 0.0207 0.0257
Si 0.0089 2.7512 3.4157 0.0108 -0.0197 0.0307
Si 5.4934 2.7438 3.4057 0.0168 -0.0274 0.0279
Si 2.7536 5.4934 3.4102 -0.0395 -0.0086 0.0203
Si 8.2235 5.4705 3.414 0.0178 -0.0191 0.0029
Si 0.0228 8.207 3.4038 0.0135 -0.0288 0.0136
Si 5.4815 8.2183 3.4138 -0.036 0.018 0.0098
Si 4.1474 1.3625 4.7604 -0.0318 0.0164 0.0222
Si 9.5713 1.381 4.7727 0.0067 -0.0078 0.0172
Si 1.3793 4.1402 4.7672 0.0591 0.0078 0.0049
Si 6.8773 4.0889 4.7795 -0.0561 0.0221 0.0402
Si 4.1306 6.8501 4.7858 0.0419 -0.0164 0.0547
Si 9.6185 6.8259 4.7618 -0.0072 0.043 0.0593
Si 1.4157 9.5409 4.7721 -0.0448 0.0379 0.0304
Si 6.8576 9.5776 4.777 0.0568 -0.0113 0.0322
Si 0.007 -0.0297 6.0661 0.0904 -0.0425 0.0392
Si 5.5066 0.005 6.1613 0.0115 0.0093 -0.0382
Si 2.7966 2.7832 6.0615 -0.0393 0.0184 0.0325
Si 8.2328 2.7445 6.1923 0.032 -0.0257 -0.0085
Si 0.0482 5.5066 6.1846 -0.0465 0.0192 -0.0203
Si 5.5419 5.4939 6.1213 -0.0251 -0.0792 0.065
Si 2.7836 8.1987 6.1979 0.0078 -0.0185 -0.0561
Si 8.2483 8.1882 6.0996 0.0151 0.0193 0.0754
Si 1.4045 1.3806 7.3142 -0.0593 -0.0178 -0.3404
Si 6.866 1.3514 7.5582 -0.0072 0.0274 0.0262
Si 4.1592 4.1396 7.466 0.0188 0.0074 -0.0736
Si 9.607 4.15 7.5474 -0.0397 0.015 -0.0648
Si 1.4251 6.8488 7.6029 -0.0149 -0.0196 0.0127
Si 6.9441 6.821 7.5111 0.0811 -0.049 -0.0485
Si 4.1915 9.5532 7.5466 0.0562 -0.0541 0.023
Si 9.6179 9.5264 7.4749 -0.0045 -0.0021 -0.0816
Si 2.7636 0.0942 8.6822 0.033 -0.0078 0.1044
Si 9.8013 1.2013 10.029 0.0239 -0.0492 0.4893
Si 0.0786 2.696 8.7033 0.0534 0.0169 0.1149
Si 5.5201 2.8061 8.8696 0.0303 0.0199 0.2266
Si 2.8329 5.4621 8.9252 0.0349 -0.0683 0.2818
Si 8.3109 5.5184 9.008 -0.0693 0.0281 0.1563
Si 0.0434 8.2358 8.9531 -0.0042 0.0636 0.155
Si 5.621 8.1647 8.9062 -0.0175 0.0011 0.1128
Si 3.8906 1.6035 10.0764 -0.0506 0.1269 0.4408
Si 8.2459 -0.086 8.8579 -0.0545 -0.1236 0.2386
Si 1.6672 3.728 10.0795 0.1795 -0.0951 0.3404
Si 6.6574 4.3793 10.2885 -0.0688 -0.0259 0.2901
Si 4.4752 6.6178 10.2571 -0.1045 0.0119 0.2558
Si 9.5322 7.0454 10.4483 -0.0311 0.1281 0.106
Si 1.1555 10.037 10.0305 -0.0089 0.0474 0.3931
Si 7.234 9.2085 10.3211 -0.006 0.1373 0.1574
O 8.5092 2.7231 26.2378 -0.0421 0.0119 0.3978
O 2.3523 2.7334 26.1225 0.0398 -0.0458 0.3809
O 8.3736 8.1482 10.9638 -0.076 0.0255 -0.4427
O 0.728 4.2265 11.3338 -0.0103 0.0142 -0.1225
O 17.6193 4.2459 27.1407 0.1138 -0.1361 0.4662
O -0.8103 11.3735 26.4765 0.1264 0.0219 0.2904
O 7.3022 3.7721 11.6906 -0.0735 0.0667 -0.2565
O -1.8344 1.8642 11.3649 0.0369 0.0015 -0.1823
O 3.9714 7.4694 11.5899 0.1274 -0.0799 -0.3387
O 6.4653 9.8363 11.6446 0.0974 -0.0766 -0.1322
O 10.3071 6.4322 11.8161 -0.1589 0.0815 -0.2933
O 12.9373 20.607 11.3996 -0.0373 0.0019 -0.2467
O 4.5456 0.7554 11.3232 0.005 0.0073 -0.1396
O 2.7768 2.6601 10.7631 -0.0169 0.0771 -0.7332
O 10.9752 11.1244 10.6198 0.0051 -0.1564 -0.5218
O 5.5126 16.3928 10.8604 0.1002 0.0178 -0.5291
O 7.2486 8.3449 26.5524 0.0924 -0.0893 0.1407
O 5.1367 6.2441 26.4328 0.011 -0.0661 0.2433
O 15.0921 12.1796 27.0902 -0.0273 0.0295 0.38
O 13.9599 7.8919 26.4107 0.0622 -0.0974 0.0579
O 12.161 -1.3179 27.0789 0.0916 -0.0582 0.5992
O -0.006 5.1878 25.9631 -0.0525 0.1658 0.4825
O -1.5555 6.9211 27.0463 0.016 -0.0356 0.4598
O 5.8097 10.456 26.0671 -0.0265 0.0436 0.32
Si 8.4589 2.8597 24.6224 -0.0641 0.0975 -0.232
Si -0.0506 4.7974 24.3729 -0.0894 0.0506 -0.2816
Si 0.4744 6.9741 22.1087 0.0944 0.049 0.1015
Si 11.2468 0.705 20.7039 0.0326 -0.0371 0.1292
Si 3.5135 -1.2213 17.2344 -0.0139 0.0568 -0.1452
Si 7.9904 7.3758 15.203 -0.0317 -0.0546 -0.0097
Si 3.719 0.4051 14.5092 -0.1213 0.1777 0.125
Si 3.7157 6.6048 25.7259 0.0013 0.0351 -0.1692
Si 10.3148 6.0111 16.6176 0.0535 -0.0306 -0.0788
Si 6.4211 3.2237 20.7513 -0.107 -0.0529 0.0921
Si 7.9439 2.4332 12.3594 0.2034 0.0126 0.0575
Si -1.5366 9.79 18.8718 0.0132 0.0268 -0.0429
Si 11.6611 3.8556 15.1045 0.1992 -0.3283 0.2929
Si 5.931 7.6116 17.3249 -0.0117 -0.0674 -0.1021
Si 5.4258 3.0802 23.4557 -0.0435 -0.0897 -0.0908
Si 9.3157 2.9341 20.2477 -0.0182 -0.0585 -0.0868
Si 5.353 6.0257 14.9105 0.144 -0.1641 -0.0239
Si 5.6998 11.1093 12.3133 -0.1824 -0.0655 0.0871
Si 7.4229 7.5435 20.0411 -0.0053 0.0352 0.0336
Si 11.6877 9.7342 23.0714 0.0576 -0.2078 -0.099
Si -1.3669 0.1265 24.9703 0.1411 -0.0402 -0.2735
Si 5.2367 2.642 18.1915 0.0035 0.0213 -0.0832
Si 3.1111 7.8908 23.0162 -0.1957 0.1332 -0.2812
Si 0.5592 8.7083 16.8003 0.0083 -0.0009 -0.1477
Si 11.4882 5.4361 12.4006 0.0454 -0.1287 0.1295
Si 5.2856 11.637 21.7666 -0.0293 -0.0075 0.1193
Si 6.8768 9.4074 25.3872 0.0667 0.0021 -0.0986
Si -1.5358 1.8492 14.8805 0.2156 -0.1201 0.13
Si 3.1863 0.7378 19.6408 0.1238 -0.0606 0.0091
Si 1.6564 9.7755 12.9808 -0.062 0.1842 0.3722
Si -1.1202 5.8112 19.715 0.1016 0.0684 0.0118
Si 3.1492 7.2215 12.9751 0.0458 0.0403 0.3929
Si 2.6787 3.8835 25.0249 0.1033 0.0059 -0.3912
Si 5.9158 -2.1677 22.4693 -0.1816 0.0742 -0.266
Si 9.9546 9.7602 14.3999 0.019 0.097 0.2623
Si 3.9573 3.3976 15.3662 -0.0738 0.0214 -0.1173
Si 8.0632 1.38 17.7099 0.0713 0.0538 -0.0733
O 6.432 1.5986 17.7226 -0.0337 -0.0149 0.0408
O 3.6498 -0.1111 16.0501 0.0013 -0.0562 -0.0251
O 5.554 3.8602 21.9991 0.0486 -0.026 -0.0546
O 2.1164 6.9558 22.1123 0.0364 0.0138 0.0509
O 8.8194 8.569 14.4255 0.01 -0.011 -0.0847
O -1.4473 4.0022 24.0763 -0.0087 0.0119 0.1237
O 2.4312 8.5157 13.6465 0.0448 -0.0799 -0.0588
O -4.1557 1.3338 12.6061 -0.0051 -0.0088 0.0479
O 9.2805 0.3015 14.3613 -0.0674 0.0342 -0.087
O 6.1893 1.5975 20.756 0.0475 0.0443 -0.0656
O 5.9275 3.7186 19.2585 -0.006 -0.0051 0.0262
O 4.1577 6.808 14.1687 -0.2226 0.1085 -0.2532
O 4.5305 3.3139 16.888 0.0829 -0.0188 0.2074
O 7.2954 8.0656 16.5243 0.0098 0.0433 0.0668
O 5.3534 6.2867 16.536 -0.0104 0.0617 0.1197
O 9.0047 6.1798 15.6604 -0.0215 0.01 0.0251
O 6.7998 6.6087 14.3481 -0.0098 0.0203 -0.0151
O 6.9033 3.1652 24.1751 0.0808 -0.0592 0.0605
O -0.3774 8.9462 18.1012 -0.0741 0.01 0.1116
O 3.9713 1.9799 18.9667 -0.0572 0.0365 0.0086
O 6.2654 7.3346 18.8959 0.0324 -0.0391 0.0776
O -0.0975 6.0547 23.3278 0.0014 -0.1098 0.139
O 8.3737 8.7876 19.6165 0.0337 0.0246 0.016
O 8.6236 2.7926 13.8007 -0.1796 0.0489 -0.3027
O 8.5147 -0.1848 17.8782 -0.0289 -0.0575 0.0297
O 1.3516 3.972 24.0487 0.1181 -0.0279 0.1634
O 6.8054 7.7983 21.5256 0.0522 -0.0391 0.0207
O 0.0326 9.6246 13.132 0.0239 -0.0835 -0.1392
O 1.5937 1.0795 19.7601 -0.0133 0.0413 -0.0513
O 9.8985 6.2123 18.1581 -0.0411 0.0304 0.0606
O 8.6486 1.9696 16.3131 -0.0595 0.0215 0.0173
O 11.3671 7.1897 16.2324 0.0291 0.0278 0.005
O -0.0522 8.4985 22.3616 0.0016 0.0729 0.0457
O 10.1588 4.2421 19.8332 -0.0044 -0.0243 0.0227
O 2.2069 9.1543 23.5706 0.0156 -0.0008 0.0572
O -0.0044 9.762 15.7025 0.0227 -0.034 -0.0007
O 8.7714 2.1937 18.9161 0.0118 0.0217 -0.0076
O 3.8224 0.4124 21.112 -0.0665 0.0292 -0.0692
O 8.3107 6.1855 20.2049 -0.0812 0.0183 -0.0055
O 4.9835 4.4528 14.6346 0.0225 0.0266 0.0223
O 2.2847 11.0967 13.7348 -0.0069 -0.0864 -0.147
O 4.9505 -0.3097 13.6957 0.2292 -0.0095 -0.3195
O 8.2561 10.1278 24.959 -0.0625 -0.0351 0.0634
O -2.9328 3.4245 21.0933 0.0015 0.0157 -0.0013
O 9.1142 1.4454 24.1149 0.0028 -0.0644 0.0743
O 3.8234 6.9807 24.1531 0.1033 -0.1161 0.3194
O 3.4382 -0.5539 18.701 -0.0158 0.0179 0.1062
O 2.3577 3.8099 15.2865 -0.0725 0.0577 -0.0339
O 0.9392 10.9624 22.0334 -0.0083 0.0637 -0.0417
O 4.8126 8.7656 17.1927 -0.0172 0.0442 0.0479
O 6.2658 8.657 24.0625 0.0589 0.0429 0.3053
O 2.1349 -2.0435 17.0569 -0.0092 -0.0361 0.0456
O 4.3515 8.4419 22.1358 0.0711 -0.0285 0.082
O 11.1605 4.7629 13.8462 -0.0843 0.2415 -0.3666
O 10.3616 12.9574 21.0949 -0.0013 -0.0138 -0.008
O 6.1642 -0.6325 22.0072 0.0474 -0.0168 0.027
O 11.0213 4.5635 16.431 -0.0326 0.0672 0.0059
O 4.0656 1.9947 14.5602 0.0046 -0.1222 -0.0423
O 1.9868 6.1657 12.5689 -0.0336 -0.0349 -0.039
O 5.0847 1.499 23.1791 0.0575 0.0297 0.0105
O 10.8165 10.2765 24.3048 -0.1153 0.0756 0.0783
O 2.7884 5.2801 25.8597 -0.0755 0.0482 0.1811
O -0.0105 6.5675 20.6248 -0.0339 -0.0394 -0.0765
O 10.2008 -0.2955 19.9871 -0.0133 0.0014 -0.0104
O 4.1342 3.6721 24.2657 -0.1593 0.08 0.163
O 10.9693 2.3619 15.0022 -0.0626 0.0641 -0.0772

Results
free energy: -156081.051 eV
free energy less fixed offsets of O -568.88, Si -635.61 eV per atom: -6.201 eV

The program warned: the cutoff lies below the one the program advises for these potential files; the exchange-correlation potential is rough where the density is thin.
